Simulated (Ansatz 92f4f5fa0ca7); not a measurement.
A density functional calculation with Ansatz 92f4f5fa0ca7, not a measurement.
Periodic cell of 227 atoms, Si134O91H1N1, from a study of silicon, its oxide and their interface. The atomic structure is a simulated model.
Doubt: the cutoff is far below the 930 eV that the study's wrapper takes by default for these files, so forces and energies are approximate.
This geometry differs little from another in the collection (a relaxation step or a small displacement).

Settings
functional: PBE
potential files: Ansatz PAW
basis: plane waves
wave-function cutoff: 580 eV
density cutoff ratio: 5
exchange-correlation grid ratio: 1
k mesh: 1 x 1 x 1, Gamma-centred
self-consistency stop: 5e-08 eV per atom in the density residual
occupations: fixed
spin: none
net charge: 0

Cell vectors (angstrom)
a 10.938 0 0
b 0 10.938 0
c 0 0 32.0419

Atoms and the computed forces on them: element, x, y, z (angstrom), force x, y, z (eV/angstrom)
Si 0.2684 -0.2175 24.5117 0.0019 -0.0026 -0.0172
Si 5.9444 -0.0923 24.4143 -0.0048 -0.0024 -0.0255
Si 2.2832 2.9649 24.7661 -0.0121 0.0094 -0.0248
Si 7.8158 3.0651 24.7716 -0.01 -0.0038 -0.0238
Si 0.1129 5.3347 24.6699 0.0076 -0.0062 -0.0035
Si 5.5926 5.3708 24.5963 0.0082 -0.0005 -0.0154
Si 2.4736 8.4276 24.492 -0.0034 0.0012 0.0015
Si 7.9157 8.3068 24.3823 0.0083 -0.006 -0.0077
Si 1.2845 1.2985 26.0132 -0.0008 0.0007 0.0096
Si 6.8552 1.3509 26.0253 0.0012 0.0107 0.0123
Si 4.012 4.1382 25.8738 0.0006 0.0027 0.0113
Si 9.4755 4.1939 25.971 0.0107 0.003 0.0083
Si 1.3572 6.8988 25.9199 -0.0011 -0.0005 0.0002
Si 6.7714 6.9083 25.913 -0.003 0.0005 0.0026
Si 4.1455 9.6737 25.6591 -0.0048 0.0016 0.0001
Si 9.5432 9.5159 25.7128 0.0017 -0.0055 0.003
Si 2.7876 -0.016 27.2342 0.0005 -0.0023 -0.0039
Si 8.2726 -0.0444 27.2498 -0.004 -0.001 -0.002
Si -0.0747 2.7576 27.2852 -0.0005 0.0056 -0.0064
Si 5.4032 2.7526 27.2627 0.0025 0.0019 -0.005
Si 2.7171 5.5127 27.276 -0.0037 -0.0029 -0.006
Si 8.14 5.5566 27.3031 -0.0025 -0.0021 -0.0023
Si -0.0545 8.2308 27.2356 0.0038 0.0033 -0.0087
Si 5.393 8.2857 27.2118 0.0051 0.0031 -0.0027
Si 4.1018 1.3673 28.6236 -0.1217 -0.0282 0.2
Si 9.5708 1.3673 28.6236 -0.0548 -0.1783 0.3226
Si 1.3673 4.1018 28.6236 -0.1225 0.048 -0.0355
Si 6.8362 4.1018 28.6236 -0.2836 0.0513 0.0051
Si 4.1018 6.8362 28.6236 -0.018 0.3604 -0.0119
Si 9.5708 6.8362 28.6236 -0.0394 0.2894 0.2529
Si 1.3673 9.5708 28.6236 0.0645 -0.0376 -0.2817
Si 6.8362 9.5708 28.6236 -0.0148 0.015 -0.2351
Si 0 0 29.9909 0.0958 0.1546 -0.0072
Si 5.469 0 29.9909 0.1117 0.0846 -0.0128
Si 2.7345 2.7345 29.9909 -0.0527 -0.0829 -0.0157
Si 8.2035 2.7345 29.9909 -0.0445 -0.1415 -0.0247
Si 0 5.469 29.9909 0.0299 -0.0366 -0.0138
Si 5.469 5.469 29.9909 0.0441 0.0009 -0.0056
Si 2.7345 8.2035 29.9909 -0.0149 -0.1147 -0.001
Si 8.2035 8.2035 29.9909 0.0008 -0.0734 0.0171
Si 1.3673 1.3673 31.3581 -0.0087 -0.0071 0.0126
Si 6.8362 1.3673 31.3581 -0.0451 0.0558 0.0012
Si 4.1018 4.1018 31.3581 -0.0271 0.0395 -0.0298
Si 9.5708 4.1018 31.3581 -0.0037 0.0502 -0.0422
Si 1.3673 6.8362 31.3581 -0.0157 0.0275 -0.0119
Si 6.8362 6.8362 31.3581 0.02 -0.0102 -0.0046
Si 4.1018 9.5708 31.3581 -0.068 0.0159 -0.0405
Si 9.5708 9.5708 31.3581 -0.0301 0.0039 -0.0322
Si 2.7345 0 0.6835 0.0726 -0.0054 0.0164
Si 8.2035 0 0.6835 0.0364 0.0237 0.0207
Si 0 2.7345 0.6835 -0.0109 -0.0135 0.0138
Si 5.469 2.7345 0.6835 0.0202 -0.0439 0.0275
Si 2.7345 5.469 0.6835 -0.0176 -0.0199 0.0226
Si 8.2035 5.469 0.6835 0.0327 -0.0475 0.0082
Si 0 8.2035 0.6835 0.0369 -0.0615 0.021
Si 5.469 8.2035 0.6835 0.0116 -0.0216 0.0085
Si 4.1018 1.3673 2.0507 -0.0745 0.0549 -0.0481
Si 9.5708 1.3673 2.0507 0.0409 0.0287 0.0496
Si 1.3673 4.1018 2.0507 -0.02 -0.0022 0.0613
Si 6.8362 4.1018 2.0507 -0.0042 0.0868 -0.0186
Si 4.1018 6.8362 2.0507 0.0009 0.0233 0.0564
Si 9.5708 6.8362 2.0507 -0.0799 -0.0133 -0.0374
Si 1.3673 9.5708 2.0507 -0.0324 0.0542 -0.0429
Si 6.8362 9.5708 2.0507 0.003 -0.016 0.0517
Si 0 0 3.418 0.2317 -0.0409 -0.2706
Si 5.469 0 3.418 0.0134 0.1647 0.2369
Si 2.7345 2.7345 3.418 0.217 -0.3738 -0.2812
Si 8.2035 2.7345 3.418 -0.1307 -0.0132 0.2819
Si 0 5.469 3.418 -0.2486 -0.0716 -0.009
Si 5.469 5.469 3.418 0.3268 -0.1018 0.0086
Si 2.7345 8.2035 3.418 0.1519 0.1956 0.1011
Si 8.2035 8.2035 3.418 0.0673 -0.2835 -0.1735
Si 1.4339 1.3046 4.7689 0.0043 -0.0027 0.0063
Si 6.848 1.3518 4.8416 -0.0011 0.0002 0.0024
Si 4.1775 4.0101 4.7456 -0.0014 -0.0035 0.0035
Si 9.5691 4.0891 4.8146 -0.0009 0.0015 0.0008
Si 1.3722 6.8266 4.7482 0.0015 -0.0008 0.003
Si 6.8787 6.8111 4.8071 0.0007 0.0053 0.0014
Si 4.122 9.584 4.8246 0.0016 0.0001 0.0011
Si 9.6049 9.5417 4.7351 -0.0016 -0.0008 0.0098
Si 2.7864 -0.0094 6.271 -0.0074 0.0045 0.0002
Si 8.2541 -0.0691 6.1256 0.0059 -0.0029 -0.0013
Si 0.0416 2.6633 6.0713 0.0057 -0.0001 -0.0001
Si 5.4833 2.6891 6.2915 -0.002 0.0039 -0.0001
Si 2.7657 5.4001 5.965 0.0024 -0.0023 0.001
Si 8.2372 5.4444 6.2644 -0.0035 -0.0029 -0.0002
Si 0.0579 8.2224 6.1195 -0.0028 0.0041 -0.0034
Si 5.5281 8.2356 6.1597 -0.0003 -0.006 0.0025
Si 3.8323 1.6207 7.6806 -0.0039 0.002 0.0052
Si 9.9109 1.0265 7.3669 -0.0059 -0.0078 0.0014
Si 1.6195 3.8633 7.3026 0.0072 -0.0015 0.0124
Si 6.532 4.387 7.5755 -0.0036 -0.0001 0.0022
Si 4.2748 6.5979 7.2513 -0.0053 0.0062 -0.0059
Si 9.4483 7.1106 7.4623 -0.0029 0.0082 0.0097
Si 1.2036 9.724 7.5574 -0.0022 0.0038 -0.0027
Si 7.1656 9.3054 7.5263 0.0014 0.0027 -0.0001
O 5.4011 5.5522 7.8111 0.0068 -0.0069 -0.0008
O 0.0666 -0.075 7.9672 -0.0013 0.0029 -0.0011
O 2.707 2.8 7.9393 -0.0061 0.0063 -0.0031
O 8.2808 8.1661 7.9605 0.0037 -0.0063 -0.0019
O 1.3688 9.5746 24.0039 0.0003 0.0021 0.001
O 6.6633 4.1553 24.278 0.0013 -0.0016 0.0037
O 6.9085 9.5671 23.9134 0.0007 -0.0012 0.0048
O 2.6954 2.3674 23.2791 -0.0006 0.0003 0.0092
O 6.6556 9.9435 8.9607 -0.0006 -0.0022 -0.0055
O 0.9513 4.6171 8.5873 -0.0059 -0.0026 -0.0104
O 1.7711 9.0767 8.981 -0.0017 0.002 -0.0019
O 6.799 3.9403 9.149 -0.0016 0.0011 -0.0095
O 10.2847 6.7073 8.8416 -0.0022 -0.001 -0.0049
O 4.2118 1.1093 9.2103 -0.0014 0.0021 -0.0108
O 3.4275 7.0892 8.5474 0.0015 -0.0025 0.003
O 9.192 1.7182 8.6693 0.0018 -0.0003 -0.0026
O 5.8021 1.002 23.1637 0.0002 -0.0072 0.014
O 8.3137 2.4259 23.3434 -0.003 0.0002 0.0086
O 12.0293 4.0446 24.3995 0.0021 -0.0038 0.003
O 5.1689 6.1371 23.1671 0.0045 -0.0038 0.0088
O 8.3537 7.3806 23.052 -0.0052 0.0067 0.0025
O 8.1564 3.9881 18.8525 -0.001 -0.0004 -0.0013
O 2.9597 7.6075 23.1354 -0.0005 0.0023 -0.0009
O 10.7074 0.6454 23.2031 0.0013 -0.0047 0.0089
Si 7.1093 10.3535 10.4795 0.0014 -0.0011 0.0016
Si 4.5449 12.0284 10.8181 0.0009 0.0012 0.0004
Si 7.9157 4.9707 17.572 0.0011 0.0012 -0.0024
Si -0.2288 7.3244 19.7496 -0.0017 0.0027 -0.0051
Si 4.1369 13.4818 15.3232 -0.0002 -0.0005 -0.0004
Si 0.26 1.1432 17.5958 -0.001 0.0004 -0.0029
Si 12.7106 1.9753 19.8724 -0.0003 -0.0005 -0.0003
Si 5.7171 1.7607 21.7137 -0.0001 0.0009 -0.0078
Si 7.0969 3.4165 15.021 0.0003 -0.0004 -0.0007
Si 3.7179 -2.1618 18.1544 -0.0007 0.0007 -0.0018
Si 4.2964 0.2264 19.4672 -0.0012 -0.0001 -0.0008
Si 8.0106 4.0654 10.229 0.0022 0.0011 0.0031
Si 9.1844 1.4901 10.2802 0.0028 -0.0013 0.0013
Si 10.663 5.232 9.4363 0.0084 -0.0046 0.0019
Si -0.199 6.9408 13.8631 -0.0002 0.0005 -0.0004
Si 5.892 6.984 17.3653 -0.0004 0 -0.002
Si 10.517 1.0635 21.6457 -0.0013 0.0019 -0.0028
Si 2.7393 7.9611 9.7013 0.0011 0.0007 -0.0003
Si 7.0058 -0.0077 18.0605 -0.0007 -0.0001 -0.0017
Si 6.9722 2.8928 19.2145 -0.0002 -0.0005 -0.0007
Si 14.0469 3.3935 22.0755 -0.0024 -0.0009 0.0008
Si 11.3761 1.3361 12.3155 -0.0007 0.0004 0.0007
Si 7.5156 -2.0531 15.7703 0.0011 0.0003 -0.0018
Si 9.9712 2.4252 14.9071 -0.0008 0.0021 0.0013
Si 2.594 10.7373 16.0342 -0.0006 0.0005 -0.0012
Si 1.1962 -1.3758 13.4066 -0.0018 0.0006 0.0005
Si 7.8254 5.7485 12.9082 -0.0007 0 0.0012
Si -1.4514 10.2205 19.5586 0.0003 0.0002 -0.0019
Si 8.4552 3.1411 21.8786 0.0029 -0.0003 0.0002
Si 9.8964 -3.9847 16.6882 -0.0007 -0.0003 -0.0008
Si 3.7283 6.3685 22.4024 -0.0027 -0.0002 -0.0006
Si 1.5211 5.7476 11.6852 -0.0005 -0.0034 0.0007
Si 4.3627 15.3184 17.8834 -0.0003 0.0001 -0.0025
Si 3.818 9.3734 12.0366 0.0002 -0.0009 0.0004
Si 9.2239 6.1973 22.2799 0.0024 -0.0016 0.0026
Si 2.7083 6.3862 19.5424 -0.0008 0.0001 -0.0021
Si 3.0667 3.1869 12.4537 -0.0011 0.0005 0.0002
Si 6.6279 -2.3693 12.9196 0.0003 -0.0005 0.0011
O 7.917 -0.9377 19.0863 0.0001 0.0002 0
O -0.4904 8.9342 19.8685 -0.0006 -0.0043 -0.004
O 13.8982 4.936 22.5774 -0.001 0.0018 -0.0025
O 10.4813 1.7421 16.291 0.0006 -0.0002 -0.0001
O 2.7354 7.501 18.3454 -0.0005 -0.0006 0.0003
O 3.9401 8.6348 10.5834 -0.0021 -0.0009 -0.0017
O 8.2125 2.6212 10.9551 -0.0009 0.0015 -0.0006
O -0.7769 0.1615 18.3645 -0.0017 0 0.0005
O 7.1602 9.0627 11.4651 -0.0005 0.0004 -0.0016
O 5.3735 0.0328 18.2481 -0.0003 0 -0.0007
O 3.4884 -1.1881 19.4555 -0.0003 0.0004 -0.0014
O -0.0663 8.5402 13.539 -0.0004 0.0004 -0.0011
O 4.2701 13.4796 11.5311 0.0004 -0.0017 -0.0016
O 0.0333 6.7884 15.4829 -0.001 -0.0004 -0.0009
O 7.8541 5.2185 11.3629 -0.0011 -0.0017 -0.0026
O 3.1458 4.9394 18.8599 -0.0008 0.0004 -0.0003
O 9.3092 4.3649 9.2887 0.0011 0.0017 -0.0004
O 0.7869 2.3266 18.6147 -0.0001 0.0004 0.0001
O -2.0216 8.2067 16.3083 -0.0006 0.0002 0
O 4.6474 2.9997 21.7301 -0.0004 0.0018 -0.0017
O -5.8633 9.0559 13.0211 -0.0006 0.0002 -0.0008
O 14.3779 -1.4358 16.7105 -0.0005 -0.0004 -0.0001
O 1.754 13.1924 12.3623 -0.0016 -0.0011 -0.0009
O 5.1812 0.5308 20.7808 0.0011 0.0011 0.0007
O -0.2674 1.6595 10.8909 -0.0019 0.0004 -0.0007
O 7.1901 6.3339 18.1223 -0.0007 0.0007 -0.0011
O 7.2665 10.2958 16.5693 -0.0007 0.0003 -0.0004
O 0.1602 5.1537 10.9985 -0.0012 0.0003 -0.0075
O 12.5786 -0.7252 14.8303 -0.0007 0.0003 -0.0011
O 9.6216 -4.2671 20.7721 0.0001 0.0014 -0.0002
O 6.7281 6.948 12.9725 -0.0006 0.0004 -0.0004
O 6.0887 11.5251 10.9862 -0.0013 0.0009 -0.0002
O 3.4457 14.2222 14.0409 -0.0007 0.0009 -0.0012
O -1.5271 0.0677 20.9818 -0.0005 -0.001 -0.0019
O 8.343 2.3872 14.964 -0.0006 -0.0004 -0.0012
O 5.2335 8.1562 18.2714 -0.0005 0.0006 -0.0008
O 5.7343 13.4652 14.9617 -0.0013 -0.0004 -0.0008
O 14.1347 1.4104 19.2958 -0.0003 0.0003 -0.0012
O 9.2784 -4.5811 13.3939 -0.0006 -0.0003 -0.0007
O 8.6228 -0.0013 10.5685 -0.0016 0.0016 -0.0013
O 1.1917 -4.3462 20.1508 -0.0009 0.0003 -0.0014
O 2.511 8.8114 12.8146 0.0001 -0.0003 -0.0008
O 6.361 7.7319 15.9913 -0.0011 -0.0005 -0.0002
O -0.3873 7.0871 18.1493 -0.0018 -0.0012 0.0052
O 1.9233 6.9773 10.7005 -0.0003 0.0022 -0.001
O 4.8746 5.7421 17.1093 -0.0005 0 -0.0002
O 7.2732 4.5409 13.8538 -0.0001 0.0011 -0.0019
O 3.5743 11.9472 15.5108 -0.0008 -0.0002 -0.0008
O 3.7692 6.6682 20.7864 0.0004 -0.0004 0.0012
O 10.4075 12.5349 13.591 -0.0003 -0.0008 -0.0027
O 7.0308 4.1733 16.4687 -0.0016 -0.0002 -0.0005
O 11.7077 -0.2454 12.3343 0.0004 -0.0003 -0.0009
O 11.9456 0.9008 20.8507 -0.001 0 -0.0016
O -1.7013 5.4455 16.7577 -0.0011 0.002 0
O 10.621 3.9094 14.754 -0.0007 0.0001 -0.0023
O 13.0481 3.2658 20.7992 0.0006 0.0013 -0.0007
N 7.1074 2.5285 20.9312 -0.001 -0.001 0.0039
O 7.3612 12.5196 18.2903 -0.0006 0.0013 -0.0006
O 12.0055 6.202 13.1729 -0.0002 0.0004 -0.0009
O 8.4362 4.7753 22.0412 -0.001 0.0029 -0.0035
O 3.653 10.9619 11.6889 -0.0002 0.0014 -0.0013
O 5.5093 3.5822 18.7963 -0.0001 -0.0001 -0.0001
O 1.5815 11.2351 17.1948 -0.0009 0.0001 -0.0001
O 7.4967 9.2004 14.1675 -0.0007 -0.0006 -0.0007
O 2.7346 4.6707 11.8479 -0.0019 0.0021 -0.0009
O 9.9378 2.5918 21.4046 -0.0013 0.001 -0.0034
O 3.8289 3.3675 16.7137 -0.0002 0.0005 0.0002
O 10.5443 5.9367 23.2159 0 0.0001 -0.0001
H 10.4952 4.4954 15.5221 0 -0.0009 -0.0016

Results
free energy: -137341.888 eV
free energy less fixed offsets of H -15.97, N -385.13, O -568.88, Si -635.61 eV per atom: -0.968 eV

The program warned: the cutoff lies below the one the program advises for these potential files; the forces do not sum to zero within the program's tolerance; the exchange-correlation potential is rough where the density is thin.
